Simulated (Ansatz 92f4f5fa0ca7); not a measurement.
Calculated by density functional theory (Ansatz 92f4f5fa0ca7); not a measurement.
Periodic cell of 258 atoms, Si166O92, from a study of silicon, its oxide and their interface. The atomic structure is a simulated model.
Doubt: the cutoff is far below the 930 eV that the study's wrapper takes by default for these files, so forces and energies are approximate.
This geometry differs little from another in the collection (a relaxation step or a small displacement).

Settings: functional PBE; potential files Ansatz PAW; basis plane waves; wave-function cutoff 580 eV; density cutoff ratio 5; exchange-correlation grid ratio 1; k mesh 1 x 1 x 1, Gamma-centred; self-consistency stop 5e-08 eV per atom in the density residual; occupations fixed; spin none; net charge 0.

Cell vectors (angstrom)
a 10.938 0 0
b 0 10.938 0
c 0 0 37.7175

Atoms and the computed forces on them: element, x, y, z (angstrom), force x, y, z (eV/angstrom)
Si 0 0 0.683 -0.0493 -0.0046 -0.0113
Si 5.469 0 0.683 -0.0318 -0.0463 -0.0168
Si 2.7345 2.7345 0.683 -0.0456 -0.0277 0.0084
Si 8.2035 2.7345 0.683 -0.0374 -0.0251 -0.0034
Si 0 5.469 0.683 -0.0337 -0.0226 -0.0136
Si 5.469 5.469 0.683 -0.0575 -0.0093 -0.0164
Si 2.7345 8.2035 0.683 -0.0329 -0.0269 -0.0007
Si 8.2035 8.2035 0.683 -0.0277 -0.0146 -0.0011
Si 1.3673 1.3673 2.0503 -0.0166 0.0311 -0.0594
Si 6.8362 1.3673 2.0503 -0.0201 0.0482 -0.0327
Si 4.1018 4.1018 2.0503 0.0903 0.0843 -0.0371
Si 9.5708 4.1018 2.0503 0.0607 0.119 -0.0741
Si 1.3673 6.8362 2.0503 0.0221 0.0569 -0.0105
Si 6.8362 6.8362 2.0503 0.0253 0.0437 -0.0485
Si 4.1018 9.5708 2.0503 0.064 0.1116 -0.0613
Si 9.5708 9.5708 2.0503 0.0836 0.097 -0.041
Si 2.7345 0 35.666 -0.0611 -0.0395 -0.095
Si 8.2035 0 35.666 -0.0683 -0.0889 0.0939
Si 0 2.7345 35.666 0.0123 -0.0622 0.1533
Si 5.469 2.7345 35.666 -0.1105 -0.0662 -0.0665
Si 2.7345 5.469 35.666 0.0249 -0.0746 0.0256
Si 8.2035 5.469 35.666 -0.0319 -0.0444 -0.0793
Si 0 8.2035 35.666 -0.0655 -0.0973 -0.0969
Si 5.469 8.2035 35.666 -0.0486 -0.118 0.0502
Si 4.1018 1.3673 37.0332 0.0165 0.0446 0.0058
Si 9.5708 1.3673 37.0332 0.077 -0.0217 -0.0016
Si 1.3673 4.1018 37.0332 0.0402 -0.0058 0.0086
Si 6.8362 4.1018 37.0332 0.06 0.0071 -0.0032
Si 4.1018 6.8362 37.0332 0.0283 0.0327 0.0071
Si 9.5708 6.8362 37.0332 0.0462 0.0259 0.0061
Si 1.3673 9.5708 37.0332 0.0118 0.0515 -0.0092
Si 6.8362 9.5708 37.0332 0.0304 0.0481 0.0043
Si 0.3175 -0.5691 27.7781 -0.0113 -0.0054 0.0222
Si 4.7504 0.3835 27.6261 0.0048 -0.0217 0.011
Si 3.4325 2.3879 27.4817 0.0152 0.0387 -0.0248
Si 8.0123 2.6219 27.3766 0.0132 -0.0136 -0.0143
Si -0.0007 6.0969 27.1366 0.0029 -0.0064 0.0004
Si 5.8835 4.9829 27.3751 -0.0163 0.0161 0.008
Si 2.1043 8.7447 27.6094 0.0085 -0.0009 0.023
Si 8.4334 8.0185 27.4024 -0.003 0.0066 -0.0147
Si 1.2003 1.1543 29.0484 -0.0116 -0.017 0.0436
Si 6.7107 1.201 28.7216 0.0079 0.0125 0.0133
Si 4.2586 4.0676 28.8426 -0.0035 -0.0039 0.0007
Si 9.5154 3.867 28.7177 0.0069 0.0088 0.0144
Si 1.3192 6.9349 28.8756 -0.0068 -0.0024 -0.0001
Si 6.8932 6.722 28.6397 -0.0073 0.0016 0.0081
Si 3.9249 9.5535 28.8828 -0.0007 0.005 -0.0004
Si 9.5019 9.4244 28.9467 -0.0003 0.0134 0.0103
Si 2.705 -0.0512 30.386 -0.0106 0.0037 0.0009
Si 8.1117 -0.0715 30.1596 0.0086 -0.008 0.0075
Si -0.1003 2.6534 30.2523 -0.0033 -0.0076 0.009
Si 5.5158 2.6496 30.2282 0.0032 -0.0068 0.0152
Si 2.7262 5.429 30.077 0.0043 -0.0037 -0.0024
Si 8.2402 5.3896 30.0982 -0.0038 0.0004 0.0097
Si -0.0563 8.136 30.3468 0.0034 0.002 0.0252
Si 5.4364 8.1011 30.0266 0.0072 -0.0067 0.0026
Si 4.1246 1.3404 31.6306 0.0134 0.0036 -0.003
Si 9.4599 1.2983 31.589 -0.0056 -0.0013 -0.0018
Si 1.3568 4.0603 31.5004 -0.004 -0.0019 -0.0013
Si 6.8696 4.061 31.5377 -0.0042 -0.0041 0.0071
Si 4.0815 6.7863 31.4812 -0.0014 -0.0004 0.0072
Si 9.523 6.7257 31.601 0.0072 0.0022 -0.0035
Si 1.3053 9.5264 31.6822 -0.0158 -0.0025 -0.0021
Si 6.7681 9.4703 31.4961 0.0058 0.0029 -0.0026
Si -0.0642 -0.0145 32.9741 0.0018 -0.009 -0.0051
Si 5.4766 -0.0641 32.9355 -0.0046 0.0059 0.0047
Si 2.7236 2.7283 32.9256 0.0015 -0.0015 0.0045
Si 8.1787 2.713 32.9597 0.0012 0.0008 -0.0019
Si 0.0085 5.4076 32.9291 -0.0053 0.0053 0.0037
Si 5.4621 5.4388 32.8783 0.0022 -0.003 -0.0017
Si 2.7392 8.1466 32.9325 -0.0007 0.0024 -0.0017
Si 8.1569 8.146 32.9112 -0.0055 -0.0035 0.0033
Si 1.3479 1.3622 34.296 -0.0036 0.0015 0.0031
Si 6.8169 1.3381 34.3053 0.0001 -0.0016 0.0029
Si 4.0947 4.098 34.2851 -0.0011 0.0016 0.0015
Si 9.5676 4.076 34.3068 0.0021 -0.0038 0.0051
Si 1.3553 6.8051 34.2967 0.0015 -0.0018 0.002
Si 6.8015 6.806 34.2913 0.0022 0.0036 0.0045
Si 4.088 9.5419 34.3003 0.0037 -0.0013 0.0033
Si 9.5222 9.5316 34.3005 0.0027 0.0074 0.0014
Si 2.7529 0.0232 3.4082 -0.0007 -0.0014 -0.0001
Si 8.2231 0.0251 3.4109 -0.0003 -0.0005 0.0006
Si 0.02 2.7639 3.409 -0.0016 -0.0002 0.0001
Si 5.4858 2.7579 3.4176 -0.0003 0.0014 -0.0003
Si 2.7597 5.4945 3.4159 -0.0006 -0.0025 -0.0002
Si 8.2184 5.4887 3.4135 0.0005 -0.0004 -0.0001
Si 0.0178 8.2263 3.4147 -0.0012 0.0008 0.0006
Si 5.4887 8.2279 3.4125 -0.0019 0.0001 -0.0001
Si 4.0862 1.4257 4.7739 0.0033 -0.0036 0.0062
Si 9.5718 1.4268 4.7658 0.0025 -0.0018 0.0038
Si 1.3887 4.1367 4.7744 -0.0013 0.0015 0.0024
Si 6.8624 4.1262 4.7847 -0.0037 0.0022 0.0038
Si 4.1285 6.8722 4.7829 0.0018 0.002 0.0023
Si 9.5693 6.8823 4.7721 0.0048 -0.0034 0.0034
Si 1.4035 9.5937 4.7712 0.001 0.0042 0.0043
Si 6.852 9.6099 4.7729 0.0028 0.0008 0.0028
Si 0.0409 0.0757 6.0707 -0.0014 -0.003 -0.0018
Si 5.4761 0.0696 6.093 -0.0034 0.0018 -0.0032
Si 2.7473 2.8011 6.18 0.0015 0.0015 0.0049
Si 8.2302 2.7895 6.1797 0.0027 -0.0024 0.0042
Si 0.0202 5.5229 6.1034 0.0003 -0.0014 -0.003
Si 5.5096 5.511 6.135 0.0039 -0.0058 -0.0025
Si 2.7757 8.2428 6.1611 -0.0021 -0.0042 0.0032
Si 8.217 8.2556 6.155 -0.005 0.0016 0.0044
Si 1.346 1.4205 7.507 0.001 -0.0049 -0.004
Si 6.7927 1.4316 7.4941 -0.0113 0.0049 0.0024
Si 4.1368 4.1991 7.5289 -0.0024 0.0012 -0.0085
Si 9.6356 4.1912 7.515 -0.0031 0.0041 -0.0127
Si 1.376 6.8645 7.4892 -0.0044 0.0027 -0.0077
Si 6.863 6.8636 7.5288 -0.0021 -0.004 -0.0038
Si 4.1641 9.654 7.4862 -0.0003 0.0065 -0.0044
Si 9.6249 9.6862 7.4254 0.0046 0.005 -0.0105
Si 2.7765 0.0884 8.8279 -0.0059 -0.009 0.0006
Si 8.2291 0.0833 8.7759 -0.0016 -0.0076 -0.0043
Si 0.0365 2.8298 8.9135 0.0129 0.0048 -0.0049
Si 5.4964 2.8505 8.9183 0.0123 -0.0069 -0.0014
Si 2.7578 5.5547 8.907 -0.0005 -0.0052 -0.0026
Si 8.3137 5.5708 8.9119 -0.0026 -0.0012 0.0061
Si 0.0639 8.3401 8.7784 0.0044 -0.0059 0.0055
Si 5.5134 8.2793 8.8683 0.0071 -0.0006 -0.0018
Si 3.9128 1.6354 10.1847 0.0099 -0.0133 0.0016
Si 9.2665 1.726 10.1071 0.0074 -0.0249 0.0394
Si 1.6738 3.9333 10.2576 -0.0138 0.0132 0.0195
Si 7.0966 4.0438 10.2183 -0.0163 0.0179 -0.0116
Si 3.8642 7.2186 10.1887 0.0189 -0.0165 0.0189
Si 9.5224 7.2056 10.1706 0.0246 -0.0195 -0.0092
Si 1.6175 9.4684 10.1511 -0.0151 0.021 -0.0027
Si 7.2091 9.3719 10.1094 -0.0272 0.0235 0.0167
O 6.9568 3.812 26.8374 -0.0034 0.0067 -0.0017
O -0.1212 10.9786 26.3113 -0.006 0.0116 -0.0171
O 8.1481 2.8326 10.6377 0.0159 -0.0112 0.0093
O 2.7219 8.3325 10.6727 0.0087 -0.0084 0.0074
O 2.7826 2.7625 10.6787 0.005 -0.0001 0.0044
O 8.3279 19.1984 10.6322 -0.0125 0.0145 0.0106
O 7.723 8.8642 26.1642 0.0017 -0.0029 0.0093
O 3.4441 2.9037 25.9296 -0.0003 -0.0066 0.0326
O 4.557 0.8013 11.4615 -0.0058 0.0063 0.0002
O 9.8142 0.9928 11.4537 -0.004 0.0073 -0.0131
O 0.9099 10.173 11.4661 0.0038 -0.0058 -0.0039
O 6.6462 10.0711 11.4702 0.005 -0.005 -0.003
O 10.4288 6.7832 11.4993 -0.0026 0.0015 -0.0008
O 1.1027 4.6302 11.648 0.0043 -0.0025 -0.0023
O 6.5272 4.8009 11.5831 0.0054 -0.0061 0.0012
O 4.5399 6.6085 11.5542 -0.0057 0.0062 -0.0065
O 6.4164 -0.56 24.3134 -0.006 0.0012 0.0081
O 4.7015 1.4788 24.0685 -0.0037 0.0004 0.0083
O 10.4262 4.5895 27.5125 0.0016 0.0001 -0.0043
O 12.7973 2.0871 27.835 -0.0015 0.0058 -0.0171
O 9.6328 7.0506 26.7786 0.0017 0.0039 0.0072
O 11.8894 6.0181 25.7943 -0.0002 0.0006 0.0046
O 5.1487 5.582 26.0376 0.0031 -0.001 0.0035
O 2.3056 8.3216 26.0049 0.0039 0.0015 -0.0191
Si 2.0972 1.2034 14.0686 -0.0048 -0.0032 -0.0031
Si 1.2725 7.3594 14.8704 0.0008 -0.0077 0.0005
Si 6.3179 7.7094 17.7092 0.001 0.0109 0.0135
Si 6.8183 1.9496 14.4755 -0.0025 -0.0085 -0.006
Si 11.6914 2.2071 23.1155 -0.0011 0.0017 -0.0029
Si 5.5343 10.8001 12.3812 0.0048 -0.0032 -0.0071
Si 4.1091 3.409 14.242 -0.0022 0.0039 -0.0034
Si 1.5888 7.7476 17.8479 -0.0006 -0.0038 0.0077
Si 15.5966 16.5568 24.4836 0.0021 0.0002 -0.0044
Si 8.7977 11.5005 16.4657 -0.0002 -0.0016 0.0109
Si 6.0748 5.9928 20.2899 0 -0.0004 0.0022
Si 3.8877 9.5448 17.2376 0.0161 0.0072 0.015
Si 11.9189 1.0297 20.2299 0.0003 -0.0057 -0.0066
Si 3.7047 2.7419 24.3366 0.007 0.0017 -0.0101
Si 10.7427 9.0812 19.8826 -0.0037 0.0036 0.0001
Si 9.7689 3.2121 19.3877 0.0042 -0.0072 0.0007
Si 10.4346 3.1092 16.6196 -0.0002 0.0009 0.0075
Si 7.9589 -0.8506 19.0405 -0.0033 -0.0071 0.0064
Si 7.3362 6.8683 14.7475 -0.0055 0.0019 -0.0041
Si 4.325 -1.4012 22.041 -0.0005 0.0025 -0.0059
Si 5.8705 0.9151 20.681 -0.0022 -0.0008 -0.0013
Si 3.0782 7.1188 20.5441 -0.0015 -0.0002 0.0026
Si 4.8739 -0.0846 24.5099 0.0059 -0.0008 -0.0098
Si 9.9747 4.5696 21.9228 -0.0007 0.0042 -0.0011
Si 11.5656 18.0604 22.2224 0.0001 0.0014 -0.001
Si 5.4681 5.6675 12.4904 0.0034 0.0073 -0.0016
Si 12.8262 7.1087 24.9884 -0.0014 -0.0132 -0.0038
Si 3.7629 12.3541 18.755 0.0065 -0.0041 0.0009
Si 8.915 4.2364 14.2078 0.0038 0.0005 -0.0094
Si 7.7432 9.4944 24.6432 -0.0012 0.0011 0.0001
Si 7.4006 14.2648 21.1248 -0.0031 0.0019 -0.003
Si 9.5801 9.1348 14.53 -0.0003 0.0029 -0.007
Si 6.6136 7.4981 22.7175 0.0036 -0.0022 -0.0025
Si 11.0075 5.5942 12.4718 0 -0.0008 -0.0025
Si 10.8135 0.1228 12.3704 -0.0035 0.0035 -0.002
Si 2.4324 2.9133 16.4754 0.0015 -0.0045 0.0036
Si 3.5466 9.4244 14.2587 0.0015 0.01 -0.0031
Si 9.7869 0.7903 25.3083 -0.0016 -0.0023 -0.0106
O 10.1142 1.5225 16.3868 0.0007 0.0005 0.0007
O 3.2347 17.3362 24.4223 -0.0017 0.0046 0.0054
O 13.4404 12.2987 19.7766 -0.002 -0.0009 0.0011
O 9.5367 3.6823 17.8494 0.0004 -0.0008 0.001
O 6.345 4.4023 20.4961 0.0013 -0.0012 0.005
O 11.0422 3.6265 22.688 0.0022 -0.0052 0.0039
O 5.6711 8.666 22.1293 -0.0052 0.0045 0.0056
O 7.4807 1.2588 15.7909 0.0015 0 0.0011
O 11.9927 7.6745 23.7015 0.0014 0.0006 0.0016
O 1.4189 6.8616 16.4552 0.0009 0.0005 -0.0011
O 1.0288 3.4851 17.0378 0.0052 -0.0028 -0.0006
O 3.1773 3.968 15.4688 0.0026 0.0005 0.0009
O 4.2982 9.7343 15.672 -0.0088 -0.0012 0.0129
O 4.8181 8.3458 17.8329 0.0023 0.01 -0.0177
O 2.5233 7.0425 18.9998 -0.001 0.004 0.002
O 8.9774 -0.3872 24.5006 0.0016 0.0038 0.0067
O 3.2201 2.2479 13.4791 0.0027 -0.0001 -0.0004
O 8.484 11.2468 18.0335 0.0013 0.0008 -0.0055
O 3.8747 -1.0312 23.5871 0.0012 -0.0005 0.007
O 6.4122 6.4502 18.7529 -0.0007 0.0093 -0.0046
O 6.9162 -0.1746 20.0791 0.006 -0.0033 -0.0032
O 11.0742 8.357 21.295 0.0011 -0.0021 0.0024
O 9.1219 10.0793 15.7631 0.0012 -0.0009 0.0014
O 6.3693 0.797 13.4211 0.0064 0.0066 0.0072
O 6.2198 6.6419 13.5676 0.0004 -0.0002 0.0027
O 10.7161 1.5964 24.2564 0.0025 0.0014 0.0002
O 1.9393 6.4226 21.5029 -0.0009 0.0029 0.0037
O 0.8466 6.1848 13.7977 0.0041 0.0026 0.0078
O 8.4226 4.0558 22.208 0.0026 0.0008 0.0036
O 5.4726 2.7762 14.8855 0.0009 0.0014 0.0031
O 3.4729 2.5801 17.6634 0.0007 -0.0096 0.0004
O 11.7584 12.1234 21.8436 -0.0006 0.0029 0.0069
O 7.8041 8.2334 23.5793 -0.0005 -0.0003 0.0057
O 10.3067 6.0866 22.395 0.0016 -0.0039 0.0042
O 5.1306 12.7512 19.5347 -0.0073 -0.0019 -0.0026
O 4.0898 10.9319 18.034 -0.0045 -0.0187 -0.0092
O 10.1056 3.8507 15.2317 0.0021 -0.0014 0.0044
O 6.5892 2.0101 21.6827 -0.0002 -0.0004 0.0053
O 10.8809 12.9647 19.4634 -0.0042 0.0055 0.005
O 15.3865 4.1197 23.8463 -0.0048 -0.0005 0.0045
O 9.1667 -1.4934 19.91 -0.0019 0.0012 -0.0024
O 2.0115 1.5496 15.6592 0.0038 0.0032 0.0027
O 7.9223 2.9891 13.8523 0.0001 -0.0006 0.0027
O 0.6709 1.2513 13.2732 -0.0001 -0.0001 0.0026
O 4.5735 -0.2567 26.0925 -0.0027 -0.0023 -0.0107
O 10.9974 8.4398 14.9054 -0.002 0.0038 0.0015
O 4.4959 6.3117 20.6239 0.0026 0.0021 0.0039
O 0.1682 8.1424 18.573 0.001 -0.0005 0.0014
O 5.7877 6.4351 23.6426 -0.003 -0.0006 0.0071
O 2.6984 8.0177 14.3412 0.0013 0.0024 0.0029
O 10.2292 4.4876 20.301 0.0017 0.0012 0.0031
O 4.7022 9.5833 13.1117 -0.0031 -0.0017 0.0079
O 8.3336 2.6921 19.9417 0.0007 0.0023 -0.0007
O 8.0973 5.4441 14.9263 0.0016 -0.0004 0.0033
O 2.3221 9.1293 17.3711 0.0057 0.0025 -0.0034
O 3.2734 8.6742 21.118 -0.0009 0.0016 0.0052
O 13.2118 2.4933 23.6116 -0.0063 -0.0018 0.0038
O 9.6791 4.723 12.8583 0.0049 0.0031 0.004
O 11.6211 10.4418 19.7819 -0.0005 0.004 0.0058
O 8.3967 8.0295 14.2815 0.0021 -0.0019 0.0044
O 6.6314 7.2391 16.1755 0.0013 0.0039 0.0121
O 9.846 10.0644 13.2213 0.0032 0.0007 0.0045
O 7.3443 8.8845 18.141 -0.0147 -0.0081 -0.0035
O 8.7588 12.7502 26.1163 -0.0023 -0.0011 0.0122
O 7.0992 6.7348 21.354 0.0002 -0.0006 0.0023
O 2.4723 -0.3561 13.9273 0.0111 -0.0114 0.009
O 4.684 0.0437 21.3821 0.0019 0.0001 0.0055
O 4.4697 4.6162 13.2343 -0.0036 -0.0064 0.0083

Results
free energy: -157854.221 eV
free energy less fixed offsets of O -568.88, Si -635.61 eV per atom: -6.001 eV

The program warned: the cutoff lies below the one the program advises for these potential files; the forces do not sum to zero within the program's tolerance; the exchange-correlation potential is rough where the density is thin.
